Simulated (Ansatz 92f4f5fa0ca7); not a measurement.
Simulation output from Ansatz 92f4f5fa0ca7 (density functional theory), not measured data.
Periodic cell of 222 atoms, Si131O89B2, from a study of silicon, its oxide and their interface. The atomic structure is a simulated model.
Doubt: the cutoff is far below the 930 eV that the study's wrapper takes by default for these files, so forces and energies are approximate.
This geometry differs little from another in the collection (a relaxation step or a small displacement).

Settings
functional: PBE
potential files: Ansatz PAW
basis: plane waves
wave-function cutoff: 580 eV
density cutoff ratio: 5
exchange-correlation grid ratio: 1
k mesh: 1 x 1 x 1, Gamma-centred
self-consistency stop: 5e-08 eV per atom in the density residual
occupations: fixed
spin: none
net charge: 0

Cell vectors (angstrom)
a  10.938  0  0
b  0  10.938  0
c  0  0  32.1988

Atoms: element, x, y, z (angstrom)
Si  10.5613  0.2243  24.906
Si  5.6998  10.6515  24.7349
Si  2.5399  2.9589  24.6647
Si  8.4127  2.491  24.878
Si  0.3162  5.2268  24.7651
B  5.624  5.2905  24.9684
B  2.5078  8.4803  24.8046
Si  7.9071  8.3814  24.7324
Si  1.3619  1.3859  26.0312
Si  6.8141  1.2948  26.134
Si  4.1714  4.1751  25.9524
Si  9.6274  4.1085  26.1024
Si  1.4835  6.9715  25.8963
Si  6.7038  6.7482  25.9874
Si  4.0029  9.4588  25.9099
Si  9.4394  9.5377  26.1645
Si  2.7426  -0.0218  27.3434
Si  8.1527  -0.0207  27.557
Si  0.016  2.7181  27.4737
Si  5.4361  2.7407  27.3925
Si  2.7719  5.5339  27.344
Si  8.1895  5.4878  27.3827
Si  0.01  8.1795  27.3705
Si  5.393  8.1634  27.3807
Si  4.0797  1.3579  28.7534
Si  9.5775  1.3593  28.8388
Si  1.3951  4.1429  28.7448
Si  6.8373  4.0965  28.7548
Si  4.0913  6.8256  28.8022
Si  9.5734  6.8311  28.7602
Si  1.3689  9.5671  28.7392
Si  6.7584  9.5244  28.8048
Si  0.0175  -0.0183  30.1538
Si  5.4461  0.006  30.1518
Si  2.7292  2.746  30.1292
Si  8.197  2.742  30.1542
Si  0.005  5.4674  30.1361
Si  5.4766  5.4598  30.1445
Si  2.7234  8.2094  30.1417
Si  8.1995  8.1969  30.1404
Si  1.3673  1.3673  31.515
Si  6.8362  1.3673  31.515
Si  4.1018  4.1018  31.515
Si  9.5708  4.1018  31.515
Si  1.3673  6.8362  31.515
Si  6.8362  6.8362  31.515
Si  4.1018  9.5708  31.515
Si  9.5708  9.5708  31.515
Si  2.7345  0  0.6835
Si  8.2035  0  0.6835
Si  0  2.7345  0.6835
Si  5.469  2.7345  0.6835
Si  2.7345  5.469  0.6835
Si  8.2035  5.469  0.6835
Si  0  8.2035  0.6835
Si  5.469  8.2035  0.6835
Si  4.1218  1.3607  2.0586
Si  9.5662  1.3573  2.0554
Si  1.3685  4.1207  2.0397
Si  6.8497  4.0849  2.0606
Si  4.105  6.8289  2.0555
Si  9.5784  6.8369  2.0549
Si  1.3783  9.5536  2.0537
Si  6.8287  9.5913  2.0527
Si  -0.0071  -0.0309  3.3959
Si  5.4896  0.0131  3.4746
Si  2.7741  2.7828  3.3715
Si  8.1924  2.6975  3.4536
Si  0.0194  5.4801  3.437
Si  5.4837  5.4656  3.4115
Si  2.7677  8.2098  3.4489
Si  8.2063  8.2263  3.3869
Si  1.3915  1.3918  4.6417
Si  6.8458  1.3504  4.9133
Si  4.1565  4.0875  4.8086
Si  9.5746  4.086  4.7676
Si  1.4131  6.8346  4.8226
Si  6.8248  6.8883  4.7381
Si  4.1359  9.5778  4.8523
Si  9.5554  9.5525  4.7977
Si  2.7454  0.1097  6.0689
Si  8.2056  -0.0599  6.2759
Si  0.0266  2.6769  6.0514
Si  5.4768  2.7286  6.2987
Si  2.8155  5.4808  6.1847
Si  8.1716  5.4807  6.0507
Si  0.0124  8.1889  6.1619
Si  5.5285  8.2234  6.2442
Si  3.8379  1.5734  7.608
Si  9.8367  1.1456  7.4612
Si  1.6309  3.8031  7.3187
Si  6.6483  4.4198  7.4929
Si  4.4014  6.6372  7.5581
Si  9.3671  6.9476  7.4131
Si  1.1389  9.921  7.3059
Si  7.1623  9.228  7.6843
O  8.3157  8.0885  7.9292
O  2.7187  2.7378  7.9572
O  9.5283  1.3922  24.3833
O  0.0266  0.0307  7.9658
O  5.5214  5.5127  8.046
O  6.8167  9.5293  24.2139
O  1.4218  4.1079  24.2152
O  3.8533  7.3918  8.9467
O  0.8273  4.3779  8.6197
O  9.8141  6.165  8.8045
O  2.1036  9.3891  8.5218
O  7.5028  3.9296  8.8198
O  4.2683  0.9282  9.0795
O  6.7389  9.5542  9.2441
O  9.208  1.8627  8.8093
O  7.7647  3.0458  23.4702
O  10.469  5.7895  23.4348
O  5.1446  0.4783  23.386
O  6.0253  5.0033  23.7071
O  3.1037  2.2132  23.287
O  2.1619  8.9657  23.5764
O  8.6438  7.7646  23.3811
O  -0.0134  10.4008  23.5047
Si  4.4052  1.6133  22.4867
Si  3.4816  7.9177  14.062
Si  7.1028  0.9587  14.6846
Si  0.8674  9.4139  22.6014
Si  1.1723  4.3087  11.9022
Si  6.2571  8.965  15.3415
Si  0.6704  1.3663  12.3345
Si  8.5992  4.9869  20.5561
Si  0.3239  5.7096  9.3783
Si  5.0838  3.1341  17.9509
Si  0.8588  3.7395  16.7936
Si  10.3569  2.8336  19.2779
Si  5.2777  1.1855  10.3593
Si  0.8799  0.1788  19.9115
Si  6.6441  9.463  10.8819
Si  9.3355  9.6854  18.3692
Si  9.3861  9.2518  12.6009
Si  6.6077  3.8456  22.6781
Si  2.4357  8.0758  9.4009
Si  10.5732  7.3686  17.1154
Si  2.4955  6.2889  16.6134
Si  10.1724  4.4938  14.2151
Si  6.1324  9.1973  18.5388
Si  7.9681  2.5754  9.5922
Si  8.8726  2.1497  12.4732
Si  5.3267  6.2527  18.0883
Si  3.9176  0.5778  19.4857
Si  4.2696  3.8424  12.0598
Si  5.5429  6.6035  12.1587
Si  7.9942  2.4938  17.2516
Si  4.3489  2.4877  14.9802
Si  1.5252  1.2161  15.2945
Si  1.5685  9.4119  12.074
Si  8.0477  6.8528  13.8924
Si  10.3727  9.8403  15.5233
Si  9.8338  7.0027  22.564
Si  8.0898  5.4796  17.4504
O  6.0425  7.9631  11.3139
O  6.0255  9.2175  16.9214
O  7.6711  1.3727  13.2199
O  0.8739  1.7494  13.9064
O  9.4184  6.2452  16.9396
O  6.7639  6.2008  13.1536
O  5.1145  4.6667  18.6298
O  9.2005  2.1285  18.3139
O  2.3538  0.1144  19.1327
O  9.4192  10.2488  16.8128
O  2.7802  4.4412  11.7251
O  5.0531  10.3345  19.123
O  9.4146  3.2504  13.5155
O  0.4199  1.7628  20.0213
O  3.1375  1.3773  15.097
O  8.1005  5.3716  19.0682
O  3.8781  6.6082  17.4212
O  4.5765  3.3041  16.3912
O  9.0612  5.6733  14.3509
O  5.422  2.8595  22.1777
O  10.6687  4.1484  15.7133
O  0.2961  3.8534  18.3261
O  10.4253  10.497  19.2884
O  9.6349  10.0295  14.0641
O  10.9997  8.0755  22.158
O  1.1712  2.157  16.5726
O  9.6486  3.7322  20.4526
O  8.1316  4.0258  16.7278
O  -0.0453  9.1078  11.9387
O  6.5625  2.4192  18.0342
O  5.5788  10.7202  11.208
O  7.7418  9.6046  18.8793
O  10.0217  1.0249  12.0924
O  1.3056  6.9627  9.1036
O  0.6184  4.7689  13.374
O  5.6969  7.6332  19.0022
O  5.2315  5.09  11.5373
O  2.7031  6.9652  15.1436
O  0.9115  2.7392  11.5018
O  0.8585  10.681  15.5807
O  2.4055  8.5963  10.9369
O  4.6918  2.4356  11.2819
O  4.2421  3.5097  13.6899
O  2.1806  4.6781  16.5548
O  10.677  8.2485  15.7346
O  6.9143  10.2901  14.6829
O  2.3344  8.9395  13.4558
O  8.0104  1.5194  15.9361
O  4.1308  6.9925  12.8877
O  4.1483  2.0195  18.7145
O  7.2635  4.5785  21.3978
O  8.4102  2.9252  11.1199
O  1.1667  6.8733  17.3903
O  5.6349  1.5695  14.7772
O  8.126  9.7583  11.6175
O  9.2645  6.3224  21.2041
O  8.959  7.7194  12.8868
O  1.6501  0.1201  11.9262
O  6.631  6.1475  17.0833
O  7.3862  7.8012  15.0637
O  1.2519  10.2854  21.2852
O  10.0164  8.2026  18.3925
O  3.9823  0.9036  21.0888
O  0.3203  5.3206  10.9462
O  6.6979  1.573  9.6571
O  4.7623  8.698  14.7254

Results
free energy: -134205.579 eV
free energy less fixed offsets of B -154.04, O -568.88, Si -635.61 eV per atom: -2.269 eV

Forces (eV/angstrom), in the order of the atoms: element, x, y, z
Si  0  -0.0011  0.0194
Si  -0.0029  -0.0068  -0.0095
Si  -0.0012  0.0023  0.0034
Si  0.0005  0.0006  0.0194
Si  0.0044  -0.0006  -0.0013
B  -0.0072  0.0215  0.011
B  0.0211  -0.004  0.0062
Si  -0.0048  -0.0004  -0.0053
Si  -0.0047  0.0023  -0.0003
Si  0.0066  0.0037  0.0006
Si  0.0026  -0.006  -0.0007
Si  0.0001  -0.0062  0.0026
Si  -0.0051  0.0001  0.0012
Si  0.0004  -0.0119  -0.0026
Si  -0.0102  -0.0004  -0.0026
Si  0.0016  0.007  -0.0016
Si  0.0066  0.0018  0.0004
Si  0.0039  0.004  -0.0038
Si  -0.0038  -0.0031  -0.0076
Si  -0.0067  -0.003  0.0022
Si  -0.005  -0.0043  -0.0015
Si  0.0023  0.0081  0.0004
Si  -0.0026  -0.0048  0.0027
Si  0.0048  0.0047  -0.0003
Si  0.0002  0.0007  0.0013
Si  -0.0012  0.0004  -0.0014
Si  0.0018  0.0019  0.0023
Si  0.0042  -0.0047  0.0019
Si  -0.0007  0.0011  0.0047
Si  -0.0004  -0.0021  0.0009
Si  -0.0048  0.0037  0.0015
Si  -0.0029  -0.0034  0.005
Si  0.0024  -0.0021  0.0005
Si  -0.0021  0.003  -0.0005
Si  0.0018  -0.0022  -0.0016
Si  -0.0021  0.0024  0.0007
Si  -0.0022  0.0029  -0.0016
Si  -0.0004  -0.0005  0.0026
Si  0.0002  -0.0009  0.0033
Si  0.0024  -0.0007  -0.0007
Si  0.0546  0.0674  -0.0653
Si  -0.033  0.0129  -0.0602
Si  0.0372  -0.0827  -0.0536
Si  0.034  0.059  -0.0559
Si  -0.0634  0.0554  -0.0875
Si  0.0688  -0.074  -0.0044
Si  -0.1681  0.0138  0.008
Si  -0.0323  -0.0541  -0.0375
Si  0.077  -0.0128  0.1378
Si  -0.0397  0.0612  -0.0599
Si  -0.0621  -0.0231  0.0969
Si  0.0689  -0.0569  0.0398
Si  -0.0326  0.1452  -0.1085
Si  0.0843  -0.0582  0.1219
Si  0.058  -0.1283  0.0082
Si  -0.0077  0.0469  0.0786
Si  0.0005  -0.001  0
Si  0.0002  0.0008  0.0011
Si  -0.002  -0.0002  -0.0005
Si  0.0004  -0.0003  0.0002
Si  -0.0003  0.0002  0.0005
Si  0.0002  -0.0006  -0.0002
Si  0.0015  -0.0002  0.0003
Si  -0.0013  0.0011  -0.0001
Si  -0.0005  0.0017  -0.0002
Si  -0.001  -0.0002  -0.0021
Si  -0.0009  -0.0012  0.0013
Si  0.0018  0.0012  -0.0011
Si  -0.0009  0  -0.0002
Si  0.0009  0.0017  -0.0012
Si  -0.001  0  -0.0013
Si  -0.0001  -0.0013  -0.0003
Si  0.0009  0.0005  0.0022
Si  -0.0003  0.0003  0.0017
Si  -0.0001  -0.0008  0.0017
Si  -0.0005  0  -0.0003
Si  0.0001  0.0006  0.0005
Si  -0.0012  -0.0005  -0.0002
Si  -0.0003  0.0007  0.001
Si  0.0014  0.0006  0.0012
Si  -0.001  0.0017  -0.0013
Si  -0.0009  -0.0005  -0.0004
Si  0.0003  -0.0006  -0.0021
Si  -0.0004  0.0012  0.0004
Si  -0.0007  -0.0002  -0.0013
Si  0.0003  -0.0004  -0.0001
Si  -0.0002  0.0005  0.0003
Si  -0.0003  0.0002  -0.0009
Si  0.0003  0.0006  -0.0019
Si  -0.0001  -0.0002  0.0017
Si  0.0017  0.0003  0.0012
Si  -0.0007  -0.0013  -0.002
Si  -0.0002  -0.0012  0.0012
Si  0.0018  -0.0014  0.0018
Si  -0.0007  -0.0014  -0.002
Si  0.0006  0.0009  0.0013
O  -0.0004  0.0011  -0.0031
O  -0.0016  -0.0003  0.0011
O  -0.0002  -0.0014  -0.0161
O  -0.0006  0.0001  -0.0001
O  0.0002  0.0011  0.0004
O  0.0035  0.005  0.0103
O  -0.0023  -0.0002  -0.0021
O  -0.0001  0.0003  0.0004
O  -0.0003  0.0017  0.0006
O  0.0005  -0.0001  0.0008
O  -0.0002  0.0008  0.0009
O  -0.0001  0.0005  0.0012
O  0.0002  -0.0003  0.0013
O  0.0002  -0.0004  0.0012
O  -0.0003  0.0001  0.0002
O  -0.0045  0.004  -0.011
O  -0.0025  0.0048  -0.0021
O  0.0004  0.0003  -0.0001
O  0.0086  -0.0091  -0.0103
O  0.0037  -0.0021  -0.0025
O  -0.0101  0.0092  -0.0063
O  0.0027  -0.0028  -0.0041
O  0.0026  -0.0062  -0.0127
Si  -0.0007  0.0007  0.0011
Si  -0.0002  0.0001  -0.0004
Si  -0.0008  0.0003  -0.0004
Si  -0.0059  -0.0046  0.0037
Si  -0.0003  0.0005  -0.0011
Si  -0.0004  0.0001  0.0002
Si  -0.0001  0.0002  -0.0008
Si  0.0004  0.0008  -0.0019
Si  0.0003  -0.0005  -0.0029
Si  -0.0004  0.0004  -0.0005
Si  -0.0003  0.0003  -0.0003
Si  0  0.0002  -0.0012
Si  -0.0005  0.0002  -0.0014
Si  -0.0002  0.0009  -0.0024
Si  -0.0003  0.0003  -0.001
Si  -0.001  0.0002  -0.0003
Si  -0.0004  0.0002  -0.0013
Si  -0.004  -0.0035  0.0016
Si  -0.0006  -0.0012  -0.0018
Si  -0.0003  0.0002  -0.0001
Si  -0.0002  0.0004  0
Si  -0.0001  0.0002  -0.0006
Si  -0.0004  0.0001  0.0003
Si  -0.0006  -0.0002  -0.0018
Si  -0.0006  0.0004  -0.0006
Si  -0.0004  0.0007  -0.0002
Si  0.0001  0.0001  -0.001
Si  -0.0006  -0.0002  -0.001
Si  -0.0002  0.0004  -0.0009
Si  -0.0004  0.0002  -0.0003
Si  -0.0002  0.0004  -0.0006
Si  -0.0004  0.0003  -0.0002
Si  -0.0002  0.0001  -0.0013
Si  -0.0005  0.0003  -0.0005
Si  -0.0005  0.0005  -0.0002
Si  0.0001  0.0009  0.0023
Si  -0.0006  0.0003  -0.0007
O  -0.0004  0.0003  0.0008
O  -0.0001  0.0002  0.0004
O  -0.0003  0.0005  0.0005
O  -0.0003  0.0002  0.0008
O  -0.0003  0.0003  0.0008
O  -0.0001  0.0001  0.001
O  -0.0003  0.0002  0.0008
O  -0.0003  0.0003  0.0006
O  -0.0006  0.0003  0.0008
O  -0.0002  0.0002  0.0004
O  -0.0002  0.0002  0.0008
O  -0.0005  0.0005  0.0002
O  -0.0004  0.0003  0.0005
O  -0.0004  -0.0001  0.0009
O  -0.0004  0.0002  0.0005
O  -0.0003  -0.0003  0.0013
O  -0.0003  0.0002  0.0005
O  -0.0002  0.0002  0.0004
O  -0.0003  0.0001  0.0007
O  0.0009  0.0007  0.0026
O  -0.0003  0.0002  0.0007
O  -0.0005  0.0001  0.0007
O  -0.0001  0.0002  0.0013
O  -0.0003  0.0002  0.0007
O  0.0014  0.0032  0.004
O  -0.0004  0.0001  0.0006
O  -0.0007  0  0.0012
O  -0.0005  0.0002  0.0005
O  -0.0004  0.0003  0.0008
O  -0.0002  0.0002  0.0006
O  0  -0.0002  0.0008
O  0  0.0004  0.0005
O  -0.0006  0  0.0008
O  -0.0007  0.0006  0.0015
O  -0.0006  0.0002  0.0009
O  -0.0003  0.0001  0.0003
O  -0.0002  0.0003  0.0009
O  -0.0004  0.0003  0.0006
O  -0.0006  -0.0001  0.0008
O  -0.0003  0.0002  0.0007
O  -0.0003  0.0008  0.0012
O  -0.0002  0.0006  0.0007
O  -0.0003  0.0001  0.0008
O  -0.0004  0  0.0004
O  -0.0004  0.0002  0.0004
O  -0.0002  0.0003  0.0004
O  -0.0002  0.0002  0.0007
O  -0.0002  0.0001  0.0005
O  -0.0004  0.0002  0.0008
O  -0.0004  0.0002  0.0009
O  0.0003  0.0025  -0.0021
O  0.0002  0.0001  0.0013
O  -0.0005  0.0003  0.0006
O  -0.0005  0  0.0007
O  -0.0001  0.0002  0.0008
O  0.0008  0.0013  0.0013
O  -0.0003  0.0001  0.0008
O  -0.0003  0.0001  0.0011
O  -0.0002  0  0.0003
O  -0.0003  0.0003  0.0005
O  0.0011  0.0008  -0.0026
O  -0.0003  0.0001  0.0007
O  0.0001  0.0003  0.0006
O  0.0001  0  0.0008
O  -0.0001  0.0003  0.001
O  -0.0004  0.0004  0.0005

The program warned: the cutoff lies below the one the program advises for these potential files; the forces do not sum to zero within the program's tolerance; the exchange-correlation potential is rough where the density is thin.
